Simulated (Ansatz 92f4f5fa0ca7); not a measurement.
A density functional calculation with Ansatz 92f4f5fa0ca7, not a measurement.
Periodic cell of 259 atoms, Si144O115, from a study of silicon, its oxide and their interface. The atomic structure is a simulated model.

Settings
functional: r2SCAN
potential files: Ansatz PAW
basis: plane waves
wave-function cutoff: 800 eV
density cutoff ratio: 5
exchange-correlation grid ratio: 1
k mesh: 1 x 1 x 1, shifted by 0.5 0.5 0 of a step
self-consistency stop: 1e-10 eV per atom in the density residual
occupations: fixed
spin: none
net charge: 0

Cell vectors (angstrom)
a, 10.88, 0, 0
b, 0, 10.88, 0
c, -1.4169, -0.3912, 36.8586

Atoms: element, x, y, z (angstrom)
Si, 7.7743, 14.0582, -9.9762
Si, 6.8799, 16.0217, -4.8032
Si, -1.9988, 7.3606, -4.7529
Si, -0.8368, 11.1884, 18.4561
Si, -2.5188, 10.8078, -2.0135
Si, 4.1999, 9.9067, -5.1866
Si, 7.0095, 14.9122, -2.0752
Si, -0.7965, 15.217, -8.0854
Si, 3.035, 11.1584, -0.0134
Si, 5.282, 13.3405, 0.0479
Si, 2.6416, 5.3099, 0.0652
Si, 5.9172, 8.5518, 0.1737
Si, -3.2405, 10.2668, 0.1187
Si, 10.9913, 14.3937, -0.4159
Si, 8.2343, 16.6401, 0.213
Si, -0.3076, 7.8079, 0.099
Si, 1.3866, 12.1907, 1.2649
Si, 4.099, 14.9115, 1.3661
Si, 1.377, 6.7896, 1.377
Si, 4.1378, 9.5507, 1.3162
Si, 6.8117, 12.1195, 1.3391
Si, 9.5289, 15.054, 1.321
Si, 6.783, 17.7883, 1.5653
Si, -1.4299, 9.4383, 1.3814
Si, -0.0161, 10.8664, 2.6333
Si, 2.6697, 13.6073, 2.7099
Si, 0.0132, 5.449, 2.765
Si, 2.7482, 8.1855, 2.6612
Si, 5.4244, 10.8832, 2.7815
Si, 8.2265, 13.5415, 2.6036
Si, 5.4057, 16.3098, 2.7335
Si, 8.1885, 8.1756, 2.9081
Si, 1.3667, 9.5287, 4.0096
Si, 4.0426, 12.2511, 4.0738
Si, 1.3558, 4.0803, 4.1205
Si, 4.0556, 6.8071, 4.0875
Si, 6.7847, 9.5508, 4.1793
Si, -1.3387, 12.2258, 4.0534
Si, 6.8364, 14.9174, 3.9874
Si, -1.3272, 17.6575, 4.156
Si, 2.7007, 10.8763, 5.4059
Si, 5.4518, 13.6075, 5.3843
Si, 2.7096, 5.4564, 5.4748
Si, 5.4216, 8.1451, 5.482
Si, -2.7053, 10.9159, 5.4821
Si, -0.0034, 13.5816, 5.4584
Si, -2.7291, 16.2693, 5.4111
Si, 0.046, 8.1723, 5.4232
Si, 1.3734, 12.2085, 6.8007
Si, 4.1171, 14.9532, 6.7767
Si, 1.3524, 6.8336, 6.8326
Si, 4.0405, 9.5382, 6.7993
Si, 6.7836, 12.2872, 6.8066
Si, -1.3805, 14.9619, 6.8011
Si, 6.8071, 6.7439, 6.7917
Si, -1.3181, 9.5055, 6.787
Si, 0.0409, 10.8333, 8.1682
Si, 2.7544, 13.5839, 8.1287
Si, -0.0404, 5.4694, 8.1608
Si, 2.7003, 8.1996, 8.1917
Si, 5.4159, 10.9036, 8.1426
Si, 8.1379, 13.6402, 8.1781
Si, 5.4501, 16.2894, 8.1777
Si, 8.2092, 8.1009, 8.1164
Si, 1.3544, 9.5066, 9.6398
Si, 4.0738, 12.2483, 9.5709
Si, 1.3634, 14.9676, 9.4168
Si, 4.0724, 6.8061, 9.464
Si, 6.817, 9.4805, 9.3744
Si, -1.3438, 12.2327, 9.4128
Si, 6.8071, 14.9823, 9.6129
Si, -1.3655, 6.7997, 9.6211
Si, 2.7312, 10.893, 10.981
Si, 5.4309, 13.6101, 10.9571
Si, 2.6508, 16.3646, 10.7763
Si, 5.4961, 8.1356, 10.7502
Si, -2.7021, 10.8391, 10.6785
Si, 0.0264, 13.5843, 10.7346
Si, 8.1482, 16.3413, 11.0373
Si, -0.0187, 8.1498, 11.0479
Si, 1.3272, 12.3326, 12.251
Si, 3.2094, 7.7188, 13.4106
Si, 1.3473, 6.7044, 12.3689
Si, 4.1856, 9.4493, 12.1683
Si, -4.0135, 12.1181, 12.1127
Si, 7.4914, 12.1801, 17.0673
Si, 6.7586, 6.9077, 12.3453
Si, -1.4358, 9.6264, 12.2434
Si, 4.0259, 15.0923, 12.169
Si, -2.299, 13.0469, 13.3896
Si, 5.5617, 9.3951, -10.4186
Si, 4.4036, 15.3242, 18.149
Si, 3.4916, 10.7421, 21.3692
Si, -1.3091, 14.8362, 12.1953
Si, 7.0872, 7.6465, 18.0375
Si, -0.4583, 11.4096, 13.4863
Si, 6.8618, 14.0032, 19.4531
Si, 7.3608, 13.6606, 15.3127
Si, 0.4283, 4.7945, 13.5491
Si, -1.8887, 13.8113, -2.6315
Si, 0.4017, 9.8587, 16.0373
Si, 4.191, 5.7841, 23.2245
Si, 4.2533, 13.4078, 15.8096
Si, 5.3099, 10.644, 15.6472
Si, -2.4361, 8.7291, -11.5517
Si, 1.8295, 10.673, -9.9725
Si, 4.8766, 16.8737, 13.4766
Si, 0.1918, 6.7918, 20.5597
Si, 4.1556, 7.2303, -1.9265
Si, 7.2299, 9.9127, -4.5663
Si, 3.9594, 6.8687, -9.5652
Si, 2.0349, 7.9976, -11.6949
Si, -2.1702, 8.1713, 15.5911
Si, 3.0881, 11.6898, -7.5691
Si, -1.9004, 16.1879, 18.9169
Si, 2.9584, 8.6325, 23.732
Si, 3.2097, 8.4073, 15.6448
Si, 6.1263, 12.2744, 22.0033
Si, -2.2828, 6.0629, -12.9847
Si, -1.8489, 13.9032, -12.5322
Si, -0.3166, 7.23, -7.3966
Si, -1.1429, 9.4456, 20.6847
Si, -3.2039, 8.7522, 13.5472
Si, 3.2129, 6.0308, 20.354
Si, 2.7275, 13.4868, -10.9805
Si, 2.3145, 14.1352, 13.4458
Si, 0.5684, 11.8277, 20.9637
Si, 2.5285, 9.7037, -2.6373
Si, -0.939, 5.9876, 23.2188
Si, -1.5575, 16.0386, 15.8953
Si, -0.7982, 9.8313, -9.0978
Si, 5.1896, 15.3605, -11.0204
Si, -0.3911, 13.7147, 23.3069
Si, -0.1767, 8.7976, -2.7797
Si, 5.9434, 10.4065, 13.4255
Si, 4.4331, 6.8277, -5.0332
Si, 5.1622, 8.5506, 20.2189
Si, -2.6227, 11.3083, -6.9405
Si, 4.7292, 6.1276, 16.6048
Si, 1.3879, 14.2163, -8.2547
Si, 2.4219, 6.0406, -6.9776
Si, -2.0902, 14.0862, -5.7474
Si, 5.8651, 11.9336, -8.5443
Si, 7.1884, 9.3699, 22.3052
O, -2.0137, 12.7753, -6.6848
O, -1.4782, 6.7553, -0.3519
O, 4.1577, 12.2679, -0.4485
O, 3.6242, 10.1908, -3.7041
O, 1.4741, 15.2613, -0.6102
O, -2.0036, 12.3276, -2.0021
O, -0.597, 14.453, -1.8763
O, 7.2939, 14.7431, -5.7255
O, 2.8567, 6.9955, -10.7376
O, 0.5135, 12.8838, 0.0368
O, -1.2188, 16.0157, 17.4615
O, 2.9901, 13.8697, 14.9238
O, -1.3564, 9.2656, -10.4947
O, 5.4955, 7.8709, -1.2723
O, 4.5606, 9.2568, 15.9961
O, -2.2718, 9.5066, -12.9646
O, -1.2966, 9.9085, -2.5418
O, -0.1959, 15.6935, 15.0864
O, 0.3007, 8.2688, -1.3312
O, 0.1439, 11.0673, 14.9871
O, 5.7077, 13.805, 15.1489
O, 4.0414, 13.9871, 17.3055
O, -2.5087, 10.5253, -5.5361
O, 4.3223, 7.178, 20.0564
O, 5.7242, 15.0666, 19.0497
O, -1.8297, 11.9107, 17.4128
O, 7.3849, 16.1389, -1.0821
O, 4.571, 11.8547, 21.855
O, 4.9306, 8.1551, -9.6044
O, 7.9231, 6.5429, 18.8893
O, 5.0018, 5.6197, 15.0769
O, -2.616, 14.815, 19.4009
O, 7.6323, 8.3532, -4.451
O, -2.2883, 8.8972, 21.6633
O, -0.6342, 8.6925, 15.6278
O, -1.4677, 7.4691, -6.2764
O, 4.4248, 12.4886, -8.0545
O, 8.0888, 8.4778, 17.0673
O, -2.0695, 6.5802, 15.3681
O, 1.8984, 9.2801, 15.9704
O, 1.9146, 14.2287, -9.7928
O, -1.8315, 13.0643, 23.7146
O, -0.3117, 8.2267, 20.037
O, 8.0297, 15.0938, 15.692
O, 5.7773, 10.1764, -5.1682
O, 2.8705, 8.4732, -12.9951
O, 7.0303, 9.0138, -10.8828
O, 6.2694, 15.4714, -3.4065
O, 5.0396, 16.0959, -12.4616
O, -2.5949, 5.8882, -4.4706
O, 5.9528, 13.955, -1.3014
O, 6.2627, 8.6165, 19.0312
O, 0.7633, 7.149, -12.2328
O, -1.7521, 10.2457, 19.4097
O, 6.7572, 15.0414, -10.7696
O, -1.0734, 15.1099, -6.4717
O, -1.857, 15.51, -12.396
O, -1.8946, 10.5623, -8.1633
O, 0.1633, 13.0504, 21.9367
O, -0.1609, 10.4653, 21.479
O, -0.0423, 6.7353, 22.1348
O, -0.1836, 8.5759, -8.2773
O, 3.9315, 7.3514, 23.5441
O, 6.6917, 11.4199, -7.2707
O, 6.3844, 12.9962, 23.4174
O, 5.96, 8.5539, 21.6332
O, 4.1014, 8.3272, -5.563
O, 4.7092, 9.7611, -11.7345
O, 4.4791, 6.8069, -3.4302
O, 3.1018, 9.6987, 22.5426
O, 2.1664, 11.5484, 20.9111
O, 0.204, 10.3558, 17.5517
O, 5.8378, 6.1509, -5.5205
O, 2.513, 11.8897, -10.7929
O, 2.7144, 10.5096, -8.6231
O, 3.0032, 8.3407, -1.9249
O, 6.0654, 6.9157, 17.0382
O, 2.1171, 13.8475, -12.4109
O, 1.092, 6.9066, -6.674
O, 1.7548, 6.6837, 20.2467
O, 1.7135, 9.3239, -10.8381
O, 1.8843, 12.8054, -7.5376
O, 6.8099, 12.7807, 18.4034
O, -1.6252, 13.7546, -4.2342
O, -0.5352, 15.3099, 23.1833
O, -2.1304, 14.7882, -8.9149
O, -2.3447, 7.1333, -11.7806
O, 3.267, 15.7532, 19.2208
O, 7.0329, 10.9388, 21.9415
O, -0.6343, 5.9499, -8.353
O, -2.5149, 6.1221, 22.8639
O, 5.5955, 10.708, -9.5241
O, 5.7865, 5.5752, 23.076
O, 4.2714, 14.0109, -10.9719
O, 6.5943, 13.3506, 20.8938
O, 2.3277, 10.7498, -1.4267
O, 6.6161, 10.8735, 16.605
O, -2.1221, 13.3219, -11.0432
O, 3.5892, 5.9738, -1.0889
O, 6.7967, 13.0323, -9.2338
O, -0.6733, 5.6038, 19.9046
O, 4.7477, 5.4898, -9.8394
O, 4.1714, 9.8447, 20.1826
O, 0.3118, 10.9571, -9.4663
O, 7.1888, 10.6282, -3.1175
O, 3.2476, 5.9073, -5.6011
O, 3.288, 6.7977, -8.1086
O, 2.1094, 15.4158, -7.4439
O, 4.2109, 11.8022, 15.9166
O, 0.0185, 12.1458, 19.4552
O, -0.775, 7.6475, -3.7354
O, 1.1428, 9.4583, -3.4364
O, 3.4142, 10.9046, -6.1879
O, 3.3935, 7.0839, 16.5837
O, 3.4709, 16.2861, 21.8251

Results
free energy: -157703.721 eV
free energy less fixed offsets of O -570.45, Si -639.56 eV per atom: -5.331 eV

Forces (eV/angstrom), in the order of the atoms: element, x, y, z
Si, 0.0711, 0.0262, 0.2216
Si, 0.0363, -0.0336, 0.0515
Si, 0.0185, 0.0018, 0.0923
Si, -0.0314, -0.0421, -0.1682
Si, -0.028, 0.0258, 0.1477
Si, 0.0593, -0.0537, 0.1362
Si, 0.0759, -0.0725, 0.1229
Si, -0.0083, 0.0401, 0.1006
Si, -0.0037, 0.0313, 0.1298
Si, 0.0354, -0.0022, 0.1599
Si, 0.0248, 0.0046, 0.1011
Si, 0.0367, 0.0221, 0.0588
Si, -0.0671, -0.0569, 0.0917
Si, -0.0625, -0.0528, 0.0501
Si, 0.051, -0.0292, 0.0863
Si, -0.0442, 0.0298, 0.1457
Si, 0.0246, -0.0678, 0.0845
Si, -0.0238, 0.0303, 0.0209
Si, 0.0354, 0.0274, 0.0244
Si, 0.0121, 0.0028, -0.0373
Si, -0.0193, 0.0107, -0.0076
Si, -0.0063, 0.0045, -0.0055
Si, -0.0166, 0.0116, 0.0411
Si, -0.0044, 0.0017, -0.0369
Si, 0.0441, 0.0205, 0.0514
Si, -0.0131, -0.0593, 0.009
Si, -0.0001, 0.0078, 0.0475
Si, -0.0191, -0.0271, 0.0553
Si, 0.0217, 0.0374, 0.0232
Si, -0.0327, 0.0277, 0.0385
Si, -0.0005, -0.0235, 0.0402
Si, -0.0062, 0.0241, 0.0172
Si, -0.013, -0.009, 0.011
Si, -0.0207, -0.0038, -0.003
Si, -0.0247, -0.002, -0.0258
Si, 0.0213, 0.0106, -0.031
Si, 0.0012, -0.0143, 0.0002
Si, -0.0057, 0.0028, -0.0413
Si, 0.0082, -0.0047, -0.0071
Si, 0.0206, 0.0064, -0.0002
Si, 0.0211, -0.0179, 0.0027
Si, 0.0128, -0.014, -0.0035
Si, 0.0018, 0.0096, 0.0133
Si, 0.0146, 0.0048, 0.0261
Si, 0.0029, -0.0103, 0.0224
Si, -0.0003, -0.0052, 0.0188
Si, -0.0263, 0.0154, 0.0141
Si, -0.0184, 0.0314, 0.0188
Si, -0.0143, 0.0286, -0.0026
Si, -0.0197, 0.0108, -0.0011
Si, 0.018, -0.0303, -0.0052
Si, 0.038, -0.0004, -0.0031
Si, 0.0178, -0.0508, 0.0038
Si, 0.0115, -0.0262, -0.0024
Si, 0.0137, 0.0477, -0.0064
Si, -0.0313, -0.0115, 0.0016
Si, 0.0071, 0.0141, 0.0091
Si, -0.0304, -0.0146, -0.0003
Si, -0.0004, 0.0265, 0.0172
Si, -0.0206, 0.0021, 0.0096
Si, -0.0071, 0.011, -0.0017
Si, -0.0062, 0.0357, -0.0062
Si, 0.0073, -0.0209, 0.0107
Si, -0.015, 0.0039, 0.0104
Si, 0.0004, -0.0043, -0.0341
Si, 0.0271, -0.0005, -0.0217
Si, 0.0041, 0.0107, -0.0459
Si, -0.0327, -0.0028, -0.038
Si, 0.0284, -0.0393, -0.0231
Si, 0.0397, -0.0101, -0.0211
Si, -0.0058, -0.0131, -0.012
Si, -0.0037, -0.0083, -0.0358
Si, 0.0027, -0.026, -0.0158
Si, 0.0136, 0.0103, -0.0432
Si, 0.0343, -0.0206, 0.0195
Si, -0.0349, -0.021, 0.0638
Si, -0.006, 0.0178, 0.069
Si, -0.0213, 0.0117, -0.0298
Si, 0.0039, 0.0018, -0.0499
Si, 0.0139, 0.005, -0.0422
Si, 0.0101, 0.0615, 0.0442
Si, 0.0505, -0.0042, -0.0412
Si, 0.0052, -0.0011, 0.0467
Si, -0.0229, 0.0292, -0.0126
Si, -0.0119, 0.0505, 0.0396
Si, -0.0443, 0.0023, -0.1387
Si, -0.0186, 0.0183, 0.0502
Si, -0.0223, 0.0308, 0.0842
Si, -0.034, -0.0504, 0.0533
Si, 0.0371, -0.0261, -0.0741
Si, -0.0051, 0.0411, 0.1158
Si, 0.019, 0.011, -0.2267
Si, 0.0216, 0.0233, -0.1178
Si, 0.0177, 0.0219, -0.0065
Si, 0.0648, -0.0079, -0.1934
Si, -0.0185, 0.0307, -0.1641
Si, 0.0145, 0.0516, -0.1746
Si, -0.0044, -0.0557, -0.0252
Si, -0.0004, 0.0095, -0.1645
Si, -0.0076, -0.0306, 0.1286
Si, -0.0311, -0.0043, -0.157
Si, -0.0188, -0.0425, -0.0559
Si, -0.0582, 0.0104, -0.1607
Si, 0.0842, 0.0111, -0.2004
Si, 0.0437, 0.0007, 0.0573
Si, -0.025, 0.0705, 0.1642
Si, -0.049, 0.0479, -0.1783
Si, -0.0234, -0.0224, -0.1662
Si, 0.0227, 0.0451, 0.1093
Si, 0.0103, -0.0239, 0.1424
Si, -0.0767, -0.0836, 0.1692
Si, 0.0164, -0.0138, 0.0693
Si, 0.0048, -0.0419, -0.07
Si, 0.0114, 0.0843, 0.1488
Si, -0.0413, -0.0069, -0.1751
Si, 0.004, -0.0008, -0.0234
Si, -0.0043, -0.0438, -0.2546
Si, 0.0326, 0.053, -0.1409
Si, -0.0123, -0.0051, -0.0331
Si, -0.0074, -0.0103, 0.0258
Si, -0.0228, -0.1127, 0.1497
Si, 0.0179, 0.03, -0.1513
Si, -0.0455, 0.0165, -0.1696
Si, -0.0001, -0.0219, -0.1772
Si, -0.0555, 0.0784, 0.182
Si, 0.0026, 0.027, -0.1391
Si, -0.0419, -0.0359, -0.1537
Si, 0.0109, -0.0141, 0.1354
Si, 0.0546, -0.0229, -0.0962
Si, 0.0547, 0.0048, -0.1542
Si, 0.01, -0.0102, 0.1977
Si, 0.0046, -0.0407, 0.0687
Si, 0.0247, -0.0185, -0.0355
Si, -0.0425, -0.0348, 0.139
Si, 0.0171, -0.0292, -0.1238
Si, 0.0425, 0.0286, 0.1835
Si, 0.0227, -0.0296, -0.1545
Si, -0.0166, 0.0553, 0.1894
Si, -0.0746, -0.0044, -0.2129
Si, -0.067, -0.0041, 0.0651
Si, -0.0743, -0.0964, 0.126
Si, 0.0166, 0.0753, 0.0934
Si, 0.0186, 0.0518, 0.2028
Si, 0.0015, 0.0106, -0.1177
O, -0.005, -0.0598, -0.0661
O, -0.0043, 0.0459, -0.049
O, 0.0077, -0.0003, -0.0574
O, 0.0302, 0.0305, -0.083
O, 0.0126, -0.0153, -0.0152
O, 0.0058, 0.0367, -0.0268
O, -0.0237, 0.0019, -0.0604
O, -0.0263, -0.0149, -0.0431
O, -0.0111, 0.0145, -0.0677
O, 0.0116, 0.0374, 0.0115
O, -0.0049, -0.0067, 0.1332
O, 0.0394, -0.0168, 0.1326
O, -0.0313, -0.0302, -0.1007
O, -0.0102, -0.0096, -0.04
O, -0.0268, -0.037, 0.0838
O, -0.0143, -0.0036, 0.0427
O, 0.0452, -0.0147, -0.0881
O, -0.0164, -0.0528, 0.104
O, 0.0274, 0.005, -0.1142
O, 0.0123, -0.0022, 0.0892
O, 0.022, 0.0865, -0.0336
O, -0.0097, -0.0101, 0.0836
O, 0.0332, 0.0285, -0.0992
O, 0.013, 0.0113, 0.0615
O, 0.0622, -0.0198, 0.0899
O, 0.0538, -0.0198, 0.0491
O, -0.0515, -0.0098, -0.0716
O, -0.0285, -0.0256, 0.0435
O, 0.0333, 0.0205, -0.0266
O, -0.0088, 0.0073, 0.0533
O, 0.0551, -0.0449, 0.2079
O, -0.0335, -0.0289, 0.0513
O, -0.0324, -0.0152, -0.0275
O, -0.0413, -0.0128, 0.0676
O, 0.0304, 0.0607, 0.0688
O, 0.034, 0.0176, -0.1124
O, 0.0167, 0.0018, -0.0759
O, -0.0204, 0.0066, 0.1276
O, -0.0587, -0.0158, 0.0093
O, 0.0509, -0.0326, 0.0758
O, 0.0412, -0.0351, -0.1357
O, -0.0017, -0.0124, 0.0078
O, -0.0083, 0.0115, 0.0494
O, -0.0657, -0.0279, 0.0207
O, -0.0299, 0.028, -0.063
O, -0.0038, 0.0092, -0.0244
O, 0.0114, -0.0151, -0.0186
O, -0.0449, 0.0401, -0.1009
O, -0.0188, 0.0211, -0.0361
O, 0.0046, 0.0109, -0.0265
O, 0.0163, -0.0071, -0.0794
O, -0.0258, 0.0511, 0.0767
O, -0.0062, 0.0204, 0.027
O, -0.0081, -0.0501, 0.0931
O, -0.0288, 0.0487, -0.0687
O, 0.0057, 0.0441, -0.0668
O, 0.0041, 0.0288, 0.0235
O, 0.0498, -0.0422, -0.1265
O, -0.0098, 0.0553, 0.0657
O, 0.0088, 0.0128, 0.0586
O, -0.0071, -0.0091, 0.0979
O, 0.0023, 0.0725, -0.0967
O, 0.0046, 0.0417, 0.0187
O, -0.0592, -0.0084, -0.0793
O, -0.0155, 0.0049, 0.064
O, 0.0142, -0.0077, 0.0899
O, -0.0194, -0.0038, -0.0747
O, -0.016, 0.0127, -0.0265
O, 0.0072, -0.0355, -0.1077
O, -0.0078, -0.0232, 0.0689
O, 0.0406, -0.003, 0.0422
O, -0.0017, 0.0289, 0.1264
O, -0.0246, 0.0112, -0.0333
O, 0.0271, -0.0263, -0.0577
O, -0.0081, -0.0746, -0.1098
O, -0.0423, 0.0435, -0.0245
O, 0.0245, -0.0048, 0.089
O, 0.0053, -0.0164, -0.0475
O, 0.0128, 0.0558, -0.0262
O, 0.0003, 0.0123, 0.0397
O, -0.0133, -0.023, -0.0399
O, 0.0301, -0.0438, -0.0468
O, -0.0456, -0.0081, 0.1497
O, 0.0439, -0.0196, -0.1012
O, -0.0071, 0.0158, 0.0278
O, -0.0792, -0.0166, -0.1042
O, -0.0211, -0.0119, 0.0109
O, -0.0626, 0.0285, 0.1665
O, 0.0238, -0.0158, 0.0346
O, -0.0022, 0, -0.0564
O, -0.0272, -0.0065, 0.0142
O, -0.0223, -0.1044, -0.1038
O, 0.0121, 0.0074, 0.0105
O, 0.038, 0.0046, -0.0532
O, -0.0202, -0.06, 0.1343
O, 0.0258, -0.0182, -0.0928
O, 0.0805, 0.045, 0.1765
O, 0.0012, -0.0166, -0.0778
O, 0.0258, -0.0163, -0.0219
O, 0.0038, 0.0113, -0.0732
O, 0.0609, 0.0259, 0.0886
O, 0.0217, 0.0066, -0.0444
O, -0.0155, 0.0292, 0.0505
O, 0.0316, -0.0024, -0.0719
O, -0.0371, -0.0044, -0.1123
O, -0.0506, -0.0189, -0.0702
O, 0.0665, 0.056, -0.1582
O, 0.0521, 0.006, -0.0205
O, -0.0413, -0.0311, 0.0537
O, 0.0486, 0.0479, 0.1059
O, -0.0042, -0.0308, -0.0472
O, 0.0025, 0.0059, -0.0368
O, -0.0302, 0.0409, -0.0891
O, -0.033, 0.0056, 0.1514
O, 0.028, -0.0226, 0.083

The program warned: the cutoff lies below the one the program advises for these potential files; the forces do not sum to zero within the program's tolerance; empty levels may hold ghost states of the PAW files; the exchange-correlation potential is rough where the density is thin.
